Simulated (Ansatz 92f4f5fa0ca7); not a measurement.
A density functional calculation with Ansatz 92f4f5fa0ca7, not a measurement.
Periodic cell of 224 atoms, Si133O90H1, from a study of silicon, its oxide and their interface. The atomic structure is a simulated model.
Doubt: the cutoff is far below the 930 eV that the study's wrapper takes by default for these files, so forces and energies are approximate.
This geometry differs little from another in the collection (a relaxation step or a small displacement).

Settings: functional PBE; potential files Ansatz PAW; basis plane waves; wave-function cutoff 580 eV; density cutoff ratio 5; exchange-correlation grid ratio 1; k mesh 1 x 1 x 1, Gamma-centred; self-consistency stop 5e-08 eV per atom in the density residual; occupations fixed; spin none; net charge -1 e, with a uniform compensating background and no finite-size correction.

Cell vectors (angstrom)
a	10.938	0	0
b	0	10.938	0
c	0	0	33.2315

Atoms and the computed forces on them: element, x, y, z (angstrom), force x, y, z (eV/angstrom)
Si	0.4568	-0.3621	25.852	0.0093	-0.0124	0.0088
Si	5.3334	0.3213	25.717	-0.0086	0.009	-0.0036
Si	2.9438	2.4148	25.6968	0.006	-0.006	-0.0061
Si	7.9703	3.0094	25.9855	-0.008	0.0086	-0.0181
Si	-0.2768	5.6237	25.6741	-0.004	0.0028	-0.0074
Si	5.8701	5.309	25.7906	0.0065	-0.0045	-0.0004
Si	2.6474	8.2927	25.5971	-0.0039	0.0021	-0.007
Si	8.5688	8.0167	25.7142	0.0035	-0.0037	-0.0096
Si	1.5028	1.2819	27.1658	0.0021	-0.0027	-0.0014
Si	6.7939	1.4055	27.2016	-0.0063	0.0082	-0.0041
Si	4.1201	4.1169	26.9342	0.0054	-0.0035	-0.0048
Si	9.6028	4.148	27.1836	-0.0044	0.0006	-0.0053
Si	1.3953	6.7816	26.9565	-0.0057	0.0019	-0.0072
Si	6.9823	6.8707	27.1113	0.0043	-0.0055	-0.0038
Si	4.1923	9.5339	26.946	-0.0054	0.0051	-0.0079
Si	9.6935	9.5288	27.1097	0.0032	-0.0008	-0.005
Si	2.8434	-0.0977	28.4715	0.0005	-0.0006	-0.0028
Si	8.2361	-0.0252	28.4313	-0.0011	0.0015	-0.0057
Si	0.048	2.6906	28.4413	-0.0004	0.0019	-0.0028
Si	5.4088	2.7865	28.4719	0.0028	-0.0003	-0.0052
Si	2.7494	5.4419	28.3754	0.0019	0.0007	-0.0046
Si	8.235	5.48	28.525	-0.0023	-0.0022	-0.0015
Si	0.0678	8.132	28.4524	0.0019	0.0004	-0.0013
Si	5.5086	8.1936	28.4063	-0.0007	0.0001	-0.003
Si	4.1018	1.3673	29.8132	0.0553	-0.0621	0.2693
Si	9.5708	1.3673	29.8132	0.0638	-0.0731	-0.096
Si	1.3673	4.1018	29.8132	0.199	-0.0377	-0.219
Si	6.8362	4.1018	29.8132	-0.1951	0.0899	0.2448
Si	4.1018	6.8362	29.8132	0.0094	-0.0563	-0.4865
Si	9.5708	6.8362	29.8132	0.3819	0.1134	0.5211
Si	1.3673	9.5708	29.8132	0.2608	-0.3219	0.0745
Si	6.8362	9.5708	29.8132	0.0857	-0.039	-0.1371
Si	0	0	31.1805	-0.0029	0.0276	-0.0363
Si	5.469	0	31.1805	0.0603	0.1798	-0.0066
Si	2.7345	2.7345	31.1805	-0.0558	-0.0751	-0.0068
Si	8.2035	2.7345	31.1805	-0.0591	0.0144	-0.0257
Si	0	5.469	31.1805	-0.0724	0.0928	0.0047
Si	5.469	5.469	31.1805	0.0681	-0.0146	0.0041
Si	2.7345	8.2035	31.1805	-0.0915	0.0709	0.0185
Si	8.2035	8.2035	31.1805	0.0655	0.0398	-0.0073
Si	1.3673	1.3673	32.5477	-0.0047	0.0305	-0.0024
Si	6.8362	1.3673	32.5477	0.0339	-0.0833	-0.0067
Si	4.1018	4.1018	32.5477	0.0072	-0.0018	-0.0193
Si	9.5708	4.1018	32.5477	0.0654	-0.0248	-0.035
Si	1.3673	6.8362	32.5477	0.0647	-0.0859	-0.0131
Si	6.8362	6.8362	32.5477	-0.019	0.0148	-0.0065
Si	4.1018	9.5708	32.5477	0.0442	-0.0601	-0.0376
Si	9.5708	9.5708	32.5477	-0.0284	-0.0134	-0.0128
Si	2.7345	0	0.6835	-0.0165	0.0098	0.0066
Si	8.2035	0	0.6835	0.0061	0.0744	0.0495
Si	0	2.7345	0.6835	-0.0986	0.0244	0.0121
Si	5.469	2.7345	0.6835	0.0154	0.0132	0.0141
Si	2.7345	5.469	0.6835	-0.035	0.0277	0.0404
Si	8.2035	5.469	0.6835	-0.0035	-0.0145	0.0083
Si	0	8.2035	0.6835	-0.0063	0.0023	0.0083
Si	5.469	8.2035	0.6835	-0.0293	0.0834	0.0067
Si	4.1018	1.3673	2.0507	-0.0141	-0.0278	0.0423
Si	9.5708	1.3673	2.0507	0.0927	-0.0172	-0.0134
Si	1.3673	4.1018	2.0507	-0.0398	-0.1202	-0.0143
Si	6.8362	4.1018	2.0507	0.0136	0.0072	0.0414
Si	4.1018	6.8362	2.0507	0.0878	-0.0318	-0.0158
Si	9.5708	6.8362	2.0507	-0.0144	0.006	0.0342
Si	1.3673	9.5708	2.0507	0.001	0.0199	0.0415
Si	6.8362	9.5708	2.0507	-0.0569	-0.1607	-0.0236
Si	0	0	3.418	0.0386	0.3502	-0.3345
Si	5.469	0	3.418	-0.23	-0.1621	0.1691
Si	2.7345	2.7345	3.418	-0.2912	-0.0012	0.0193
Si	8.2035	2.7345	3.418	0.043	0.0843	0.1469
Si	0	5.469	3.418	0.0292	-0.0438	0.1886
Si	5.469	5.469	3.418	-0.0703	0.2551	-0.1753
Si	2.7345	8.2035	3.418	0.069	0.0406	0.2687
Si	8.2035	8.2035	3.418	-0.3702	-0.1283	-0.2937
Si	1.3355	1.3712	4.8118	-0.0023	0.0025	0.0017
Si	6.7922	1.391	4.7711	0	-0.0008	0.0018
Si	4.0378	4.172	4.7486	-0.0006	0.0005	-0.0013
Si	9.5581	4.1185	4.8179	0.0011	0.0002	0.0024
Si	1.3568	6.848	4.8059	0.0023	-0.0011	0.0006
Si	6.8044	6.8491	4.7992	0.0008	-0.0003	0.0018
Si	4.0747	9.5772	4.8536	0.0013	-0.0002	0.0026
Si	9.5067	9.6296	4.6921	-0.0017	0.0009	-0.0018
Si	2.6243	-0.05	6.2385	-0.0015	0.0015	0.0038
Si	8.1513	0.0045	6.1033	0.0017	-0.0026	0.0037
Si	-0.032	2.7554	6.2181	0.0016	-0.0015	0.0075
Si	5.3399	2.7363	6.0509	-0.0008	0.0006	-0.002
Si	2.7283	5.5126	6.2382	0.0026	-0.001	0.0029
Si	8.1275	5.4376	6.1775	-0.0004	-0.0004	0.0057
Si	-0.1266	8.2373	6.0072	-0.0012	-0.0005	-0.0023
Si	5.4491	8.2023	6.2463	0.0024	-0.0021	0.0079
Si	3.7797	1.6258	7.4208	-0.0077	0.0066	0.0004
Si	9.6808	1.141	7.4603	0.0051	-0.0077	0.0043
Si	1.5904	3.9001	7.5363	0.0091	-0.0088	0.0025
Si	6.5126	4.2125	7.4242	-0.0028	0.0009	0.0031
Si	4.3799	6.5704	7.6209	-0.0003	0.0009	0.0025
Si	9.263	7.1294	7.3635	-0.0079	0.009	0.0082
Si	0.8914	9.7515	7.4603	-0.0034	0.002	0.009
Si	7.0692	9.3908	7.5117	0.0076	-0.0096	0.0062
O	9.5981	6.8134	25.1918	0.0015	-0.0007	0.0082
O	4.1364	1.3595	25.1948	-0.0005	-0.0024	0.0054
O	8.186	8.2454	7.9714	-0.004	0.0016	-0.0172
O	2.702	2.7547	7.9924	-0.0041	0.0046	-0.0142
O	6.912	4.1029	25.3196	0.0124	-0.0107	0.0117
O	1.5168	9.4577	25.2142	0.003	-0.0025	0.0115
O	5.4824	5.3876	7.9327	-0.0002	0.0011	-0.0085
O	-0.1222	0.0355	7.9032	-0.001	0.0015	-0.0125
O	6.9607	3.3858	8.7771	0.0036	-0.0016	-0.0039
O	6.5418	10.1537	8.8835	0.002	-0.0027	-0.0061
O	10.1492	6.558	8.6164	0.0028	-0.0063	-0.0003
O	1.1068	8.879	8.8327	0.0016	0.0029	-0.0132
O	4.6002	1.0463	8.7071	0.003	-0.0002	0.0004
O	1.0267	4.618	8.9215	-0.0044	-0.0001	-0.0025
O	8.9209	1.5767	8.8596	-0.0007	0.0031	-0.0035
O	3.9609	7.0342	9.1418	0.0001	-0.0027	-0.0103
O	8.0382	8.8601	24.4023	0.0037	-0.0084	0.0012
O	8.7567	2.2432	24.7927	-0.0105	0.0111	0.005
O	5.5425	6.2631	24.486	0.0039	-0.0027	0.0104
O	1.9835	2.8246	24.4217	0.0072	-0.0049	0.0037
O	10.7702	0.3962	24.5603	0.0043	-0.0013	-0.0198
O	0.1792	4.7707	24.3383	-0.0055	0.0082	0.0041
O	6.964	11.8518	20.6918	0.0052	0.0047	-0.007
O	6.245	10.8033	24.4279	-0.0056	0.0027	0.0028
Si	9.6862	1.3455	23.8247	-0.009	0.0081	0.0119
Si	4.8676	6.2565	20.4987	0.0662	-0.0296	-0.0048
Si	1.0389	8.9283	10.4691	-0.0034	0.0073	0.0114
Si	17.3549	5.2283	15.9506	0.017	-0.0092	0.0462
Si	7.0038	2.0914	19.5315	-0.0362	-0.0015	-0.0067
Si	19.2583	14.3217	12.6305	-0.0053	0.0084	0.0069
Si	10.9499	5.1196	16.8926	0.025	0.0029	-0.01
Si	9.0381	-0.6931	16.3957	-0.0175	-0.0046	-0.0087
Si	15.3091	10.3771	19.0074	0.0206	-0.0032	0.0073
Si	12.1725	3.0517	18.5035	-0.001	-0.004	-0.0017
Si	8.3438	2.9522	9.5277	-0.0002	-0.0031	-0.0004
Si	3.0723	7.7534	18.521	0.0145	-0.0121	0.018
Si	11.2601	1.1616	16.3243	-0.0138	0.0089	-0.0166
Si	0.3849	13.6997	13.5516	0.008	-0.0089	-0.0082
Si	3.9655	2.3194	20.0436	0.004	0.0045	0.0066
Si	6.1112	2.4214	14.4698	-0.0027	0.0099	-0.0025
Si	7.5398	5.6507	18.9183	-0.1694	0.1275	-0.0234
Si	5.2	10.7732	9.6032	0.0005	-0.0022	0.0031
Si	15.2369	6.5196	23.4533	-0.0052	-0.0019	-0.0069
Si	17.8339	10.2207	20.6374	0.0085	-0.0084	-0.003
Si	3.1535	4.2291	21.9257	0.0112	0.0177	-0.0064
Si	11.368	9.617	14.8666	-0.0059	0.0082	-0.0374
Si	6.3771	11.434	16.9424	-0.0053	-0.0028	-0.0135
Si	5.2728	8.3026	13.1498	0.0029	-0.0042	-0.0009
Si	10.5321	5.2168	9.4503	-0.0028	0.0048	0.0022
Si	3.7635	6.9146	15.5031	0.0153	-0.0115	-0.0286
Si	7.4689	10.1455	23.5517	-0.0054	-0.0052	0.0031
Si	-2.0563	8.5044	18.9373	-0.0309	-0.0062	-0.0164
Si	-0.3878	6.8163	12.0811	0.0001	0.0106	0.0007
Si	1.5661	11.0533	12.3587	-0.0067	-0.0017	-0.0022
Si	11.1185	6.783	19.142	-0.0171	0.0341	0.0195
Si	3.8351	8.1196	10.3559	0.0016	-0.0034	0.0073
Si	0.8175	3.5194	23.4764	0.0099	0.0098	-0.0025
Si	9.4648	4.1974	19.1445	0.193	-0.1399	-0.0287
Si	4.8087	11.2961	12.5735	-0.0054	-0.0011	0.0008
Si	7.8012	6.2935	13.5212	-0.0086	-0.003	-0.0037
Si	1.3156	5.4488	14.1845	0.0101	0.0011	-0.0156
O	10.2539	8.056	19.7024	0.0363	-0.0174	-0.0161
O	5.08	1.7731	13.3498	-0.0008	-0.002	0.0009
O	10.799	3.0671	19.3713	-0.0083	0.0065	-0.0071
O	7.1466	12.2873	18.0799	0.0053	0.0041	0.012
O	4.1612	7.982	14.3089	0.0019	0.0033	0.001
O	3.8126	0.7118	19.8478	-0.0004	-0.003	-0.0082
O	2.3329	8.0668	10.9559	0.0033	-0.0032	0.0012
O	-1.2887	4.293	17.417	-0.0327	0.0111	0.0447
O	7.67	4.8968	12.6367	0.0036	-0.0067	-0.0013
O	9.3891	-1.7762	17.5381	-0.0069	-0.0127	0.0129
O	5.8736	14.8491	15.0972	-0.0048	-0.0111	-0.002
O	5.4742	9.9388	13.2321	-0.0022	0.0034	0.0024
O	10.7057	8.1849	11.1778	0.0013	0.0021	-0.0046
O	17.7369	5.045	17.5147	-0.0094	-0.0401	-0.091
O	1.1007	10.7346	15.8532	-0.007	0.0209	0.0051
O	5.9377	12.3635	15.7118	-0.0015	-0.0054	0.0081
O	1.7764	7.143	19.3028	-0.0183	-0.0089	-0.0089
O	19.2289	3.0409	19.7378	-0.0207	0.0066	-0.0061
O	7.8572	18.2137	18.6414	0.0502	0.0055	0.0098
O	12.1529	1.7281	17.5317	-0.0182	-0.0037	-0.0109
O	3.1907	11.107	12.4674	0.0059	-0.0003	0.003
O	3.2784	7.5917	24.2168	-0.0062	0.007	0.0091
O	19.1282	9.6535	19.8539	-0.0048	0.0075	-0.003
O	9.4144	4.0998	9.128	0.0017	0.001	0.0008
O	11.865	9.9389	13.3532	0	0.0039	0.0193
O	3.7956	2.7448	21.6456	-0.0012	0.0026	-0.0117
O	4.8294	7.033	21.9915	-0.0142	0.0044	0.0075
O	1.1483	10.5067	10.87	0	-0.0066	-0.0043
O	5.158	6.2432	15.9315	-0.0132	0.0095	0.0021
O	18.3532	10.3439	16.3034	0.0062	0.0041	0.0035
O	-2.8266	2.7811	11.1146	0.0006	-0.0021	-0.0136
O	6.6496	7.435	13.2948	0.0005	0.002	0.0045
O	5.479	2.7724	19.5662	0.0052	-0.0093	-0.0075
O	11.0482	5.2767	15.2761	-0.0085	-0.0051	0.0168
O	15.9602	10.7581	17.5497	-0.0015	-0.0008	0.0071
O	9.7262	11.6946	16.7479	0.0332	0.0245	-0.0037
O	0.2226	2.2015	15.0638	0.0043	-0.0178	0.0338
O	3.6314	5.0242	23.2961	-0.0028	0.0001	-0.0069
O	14.033	-3.4247	16.8878	0.0006	0.0084	0.0064
O	11.8738	8.1277	15.237	0.328	-0.0473	0.4886
O	5.4898	11.3898	11.0734	0.004	-0.0024	-0.009
O	4.0925	-1.3564	9.667	-0.0003	0.0069	-0.0058
O	8.6393	11.2322	23.1431	0.0047	0.0033	-0.0139
O	4.8176	7.8755	11.6193	-0.0067	0.0009	-0.0077
O	10.6031	2.4372	23.0135	-0.002	-0.0034	-0.0084
O	3.6749	5.1382	20.6801	-0.0152	-0.0125	0.0127
O	7.6935	5.8615	15.0986	0.0085	0.0097	-0.0148
O	-0.4476	5.5591	11.0227	-0.0002	-0.0152	-0.0116
O	9.7229	9.7462	14.9799	0.0014	-0.0061	0.0025
O	0.9135	12.5211	12.5538	-0.0006	0.001	0.0023
O	6.862	9.6163	22.1568	0.0032	0.0029	0.0011
O	1.4806	3.967	13.4908	-0.0015	-0.0001	0.0072
O	4.4052	7.1443	19.2228	-0.0218	0.0147	-0.0142
O	2.741	5.8319	14.8496	0.0015	-0.0086	0.0004
O	9.9022	14.2795	12.9873	-0.0115	0.0048	0
O	3.1253	9.3689	18.7619	-0.0003	0.0001	-0.0015
O	9.2134	6.9441	13.0084	0.0073	0.0003	0.0024
O	17.2848	5.6894	20.1342	-0.0469	0.0126	0.0534
O	0.8942	6.5134	13.0211	-0.0039	0.0002	0.0009
O	10.9307	6.6536	17.4983	-0.0011	-0.0257	0.0072
O	16.4763	9.6858	19.9182	-0.0123	0.0129	-0.0179
O	1.5328	4.0806	22.127	-0.0077	-0.0028	0.0055
O	10.5184	5.4454	19.8305	0.0098	0.0459	-0.0071
O	23.2253	4.3668	17.5001	-0.0094	0.0021	-0.0023
O	13.6212	2.9848	19.2782	0.0015	-0.0051	0.0024
O	7.5662	2.4274	13.7143	0.0065	-0.0002	-0.0017
H	12.0371	7.9423	16.1914	-0.344	0.0231	-0.4812

Results
free energy: -135745.110 eV
free energy less fixed offsets of H -15.97, O -568.88, Si -635.61 eV per atom: 6.190 eV

The program warned: the cutoff lies below the one the program advises for these potential files; the exchange-correlation potential is rough where the density is thin.
